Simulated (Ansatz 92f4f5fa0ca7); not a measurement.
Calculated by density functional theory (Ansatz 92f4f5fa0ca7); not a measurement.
Periodic cell of 224 atoms, Si134O86N4, from a study of silicon, its oxide and their interface. The atomic structure is a simulated model.
This geometry differs little from another in the collection (a relaxation step or a small displacement).

Settings
functional: r2SCAN
potential files: Ansatz PAW
basis: plane waves
wave-function cutoff: 800 eV
density cutoff ratio: 5
exchange-correlation grid ratio: 1
k mesh: 1 x 1 x 1, shifted by 0.5 0.5 0 of a step
self-consistency stop: 1e-10 eV per atom in the density residual
occupations: fixed
spin: none
net charge: 0

Cell vectors (angstrom)
a	10.88	0	0
b	0	10.88	0
c	0	0	31.8074

Atoms and the computed forces on them: element, x, y, z (angstrom), force x, y, z (eV/angstrom)
Si	-0.4012	0.0377	-0.0828	-0.0015	-0.0018	-0.0314
Si	2.2597	2.6814	-0.3293	-0.0099	-0.0181	-0.0479
Si	0.2846	5.1168	-0.0803	-0.0263	0.0057	-0.0437
Si	2.9573	7.8545	0.0613	-0.0041	0.0012	-0.0325
Si	6.0884	-0.4261	-0.4144	0.0067	0.0015	-0.0392
Si	8.6593	2.6129	0.0093	-0.005	0.0044	-0.0224
Si	5.127	5.6482	0.1206	0.0044	-0.0052	-0.0359
Si	7.8864	7.9591	0.1831	0.0032	-0.0039	-0.0267
Si	1.267	1.1928	1.1841	0.0061	-0.004	0.011
Si	3.9967	3.827	1.0234	-0.0025	0.0028	0.0017
Si	1.3698	6.7065	1.2844	-0.004	-0.0031	0.0024
Si	4.2439	9.5557	1.0233	-0.0012	0.0024	0.0061
Si	6.9526	1.2977	1.0293	0.0004	0.0068	0.001
Si	9.7238	4.0368	1.4664	-0.0009	0.0022	0.0092
Si	6.6273	6.679	1.5886	0.0038	0.0006	0.0084
Si	9.4142	9.3676	1.2993	-0.0021	-0.0012	0.0055
Si	0.1211	2.5991	2.734	-0.0012	0.0036	0.0036
Si	2.81	-0.051	2.4465	-0.0025	-0.0034	-0.0008
Si	0.0203	8.103	2.5953	-0.0007	0.0006	0.0015
Si	2.738	5.2665	2.5523	0.0091	0.0045	0.0029
Si	5.4871	2.6084	2.4027	0.0033	-0.0051	0.0049
Si	8.153	-0.0337	2.6126	-0.0012	-0.0008	0.0003
Si	5.3623	8.2393	2.701	-0.002	0.0006	0.0006
Si	8.2081	5.3634	2.692	-0.0004	-0.001	-0.0003
Si	1.4419	4.0122	4.029	-0.004	-0.0039	0.0037
Si	4.1308	1.3262	3.854	-0.0006	0.0012	-0.0014
Si	1.4326	9.4838	3.8699	0.0032	0.0014	-0.0014
Si	4.0302	6.7507	3.9277	0.0004	-0.003	0.0007
Si	6.8017	3.968	3.9001	-0.0031	0.0023	0.0006
Si	9.541	1.2892	3.9931	-0.0012	-0.0004	0.0014
Si	6.7854	9.5472	4.0102	0.0021	-0.0015	0.0002
Si	9.5491	6.783	3.9911	-0.0007	-0.0014	0.0002
Si	0.078	-0.0523	5.2892	-0.0011	-0.0013	-0.0002
Si	2.8355	2.6809	5.3117	0.0023	0.0017	0.0001
Si	0.0403	5.4137	5.3235	-0.0005	0.001	-0.0008
Si	2.7051	8.1254	5.3019	-0.0041	-0.0004	-0.0005
Si	5.4346	0.0252	5.3303	-0.0002	0.001	-0.0007
Si	8.1732	2.6809	5.3115	-0.0005	-0.0003	0.0004
Si	5.4815	5.4254	5.2388	0.0009	-0.0002	-0.0005
Si	8.1854	8.171	5.3106	0.0001	0.0013	-0.0007
Si	1.4259	1.3451	6.6397	-0.001	0.0003	-0.0001
Si	4.1486	4.1008	6.6459	-0.0006	-0.0008	0.0007
Si	1.3573	6.8083	6.6869	0.0005	-0.0004	0.0003
Si	4.0714	9.5178	6.6507	0.0001	0.0001	-0.0001
Si	6.8126	1.3749	6.6871	-0.0004	-0.0001	0.0002
Si	9.5355	4.0743	6.6588	-0.0005	0.0004	-0.0001
Si	6.8289	6.7915	6.6348	-0.0002	-0.0007	0.0005
Si	9.5492	9.5207	6.6613	-0.0008	-0.001	0.0005
Si	0.0627	2.7277	7.9803	-0.0003	-0.0004	0.0003
Si	2.7557	0.0207	8.0442	-0.0002	-0.0003	0
Si	-0.0179	8.1602	8.0352	-0.0003	0.0006	-0.0005
Si	2.7807	5.4711	7.9919	-0.0008	0.0004	0.0003
Si	5.4958	2.779	8.0299	0.0002	0.0013	-0.0001
Si	8.2127	0.0444	8.0172	-0.0005	0.0007	0.0001
Si	5.4847	8.1939	7.9758	-0.0003	0.0005	0.0003
Si	8.1864	5.4516	8.0212	-0.0002	0.0004	0.0001
Si	1.4158	4.1103	9.3277	-0.0002	0.0004	-0.0004
Si	4.1316	1.4436	9.3788	0.0007	0	0.0004
Si	1.3168	9.5703	9.3462	-0.0005	-0.0003	0.0002
Si	4.151	6.841	9.3402	-0.0007	-0.0004	0.0004
Si	6.8588	4.1001	9.4133	-0.0012	-0.0007	0.0006
Si	9.5821	1.4186	9.3764	0.0004	0	-0.0001
Si	6.8061	9.6003	9.3457	0.0005	-0.0005	-0.0001
Si	9.5077	6.8141	9.4138	-0.0014	-0.0001	0.0002
Si	0.029	0.0821	10.7728	-0.0016	-0.0013	0.0006
Si	2.7816	2.8182	10.7371	-0.0008	0	0.0008
Si	0.0335	5.4077	10.7034	0.0017	0.0011	0.0021
Si	2.7289	8.222	10.5956	-0.0003	0.0018	0.0003
Si	5.5203	0.142	10.7518	-0.0022	0.0015	0.0001
Si	8.2486	2.7645	10.7819	-0.0007	0.0004	0.0008
Si	5.5188	5.5011	10.7369	0.0017	0.0012	0.0002
Si	8.1424	8.2643	10.7073	-0.0011	-0.0003	0.0009
Si	1.4167	1.4897	12.1021	-0.0003	0.0015	0.0024
Si	4.1721	4.1618	12.1118	-0.0006	0.0002	0.0009
Si	1.4191	6.8224	11.9252	-0.0038	-0.0015	-0.0005
Si	3.9609	9.7175	11.9004	0.0002	-0.0039	-0.0006
Si	6.9588	1.4265	12.2254	0.0001	0.0017	-0.0012
Si	9.608	4.0875	12.1831	-0.0026	0.0022	0.0001
Si	6.8076	6.9356	12.083	-0.0003	-0.0028	0.0001
Si	9.468	9.6306	12.0902	0.0019	0.0008	-0.0007
Si	0.0495	2.6137	13.6277	0.0048	0.0007	0.0044
Si	2.7563	0.167	13.4797	-0.0014	0.003	0.0048
Si	0.0967	8.2748	13.1766	0.0003	0.0016	0.0036
Si	2.7516	5.5405	13.3858	-0.0007	-0.0026	0.0049
Si	5.6038	2.8921	13.5018	-0.0013	0.0002	0.0029
Si	8.2187	-0.0384	13.7364	-0.0002	-0.0011	0.0068
Si	5.2165	8.3235	13.1773	0.0008	0.002	0.0022
Si	8.3741	5.732	13.402	-0.0022	-0.0009	0.0031
Si	1.2452	4.3763	14.7224	-0.0019	0.0022	-0.0326
Si	4.4874	1.2218	14.7456	0.0008	-0.0034	-0.0246
Si	1.3193	9.5574	14.6464	0.0053	0.0002	-0.0225
Si	3.5691	7.3857	14.6085	0.0001	-0.0001	-0.0222
Si	7.0497	4.4145	14.6962	-0.0018	0.0014	-0.0273
Si	10.0088	0.7729	15.1968	-0.0057	-0.0031	-0.0361
Si	6.3966	9.6132	14.6698	-0.0017	0.0013	-0.0213
Si	10.0526	6.8662	14.7611	-0.0031	-0.0031	-0.0353
Si	-1.9803	3.1954	16.7229	0.011	-0.007	-0.0449
Si	2.7423	2.6059	16.9576	-0.0037	0.0015	-0.0529
Si	5.9841	7.0057	16.2783	-0.0038	0.0038	-0.046
Si	6	1.0321	23.6915	0.0012	0.0028	-0.0374
Si	0.2569	1.6085	17.8007	-0.0072	0.0084	-0.0457
Si	0.9444	8.5326	19.6193	-0.0014	-0.0026	-0.0382
Si	-2.4422	3.6657	21.7427	-0.0018	-0.0011	-0.0423
Si	6.4686	7.9308	21.2113	0.0012	-0.0046	-0.0461
Si	0.5456	4.3666	17.4807	0.0022	-0.0069	-0.0437
Si	3.7266	-5.1328	24.3115	0.0053	-0.0001	-0.0352
Si	-1.8962	9.2969	19.8017	0.0121	-0.0051	-0.0446
Si	10.3383	9.0062	17.0477	0.0027	0.0002	-0.0603
Si	-3.6195	3.8456	19.2652	0.0005	0.0052	-0.0498
Si	1.2455	-1.6648	29.6196	0.0037	-0.0041	-0.0481
Si	0.7792	17.7527	24.5649	-0.0012	-0.0028	-0.0307
Si	8.727	-7.5433	26.0651	0.0041	0.0064	-0.0331
Si	2.2484	5.8512	19.3646	-0.0068	-0.0001	-0.0326
Si	9.6179	1.0238	27.6217	-0.0062	0.0073	-0.0388
Si	-5.6028	6.3654	19.0458	0.0013	0.0027	-0.0462
Si	-5.0465	2.7501	21.3495	-0.0102	0.0097	-0.0439
Si	1.743	1.0214	28.7473	-0.0023	-0.0064	-0.0506
Si	1.173	0.497	20.2894	-0.0017	-0.0001	-0.0423
Si	4.2401	-4.2009	27.3053	-0.0033	0.0045	-0.0358
Si	2.1786	9.13	24.8223	0.0005	-0.0022	-0.0287
Si	2.9843	0.6311	26.0654	0.0022	-0.0032	-0.0297
Si	5.3306	-1.5051	26.6154	-0.0019	-0.0022	-0.0359
Si	-1.2746	11.5651	21.8754	0.0085	-0.0002	-0.0475
Si	6.3396	5.0956	29.0861	-0.0044	-0.0043	-0.0427
Si	6.866	0.2154	28.4169	0.0056	0.0012	-0.0463
Si	-1.7278	5.323	24.099	-0.0086	-0.0031	-0.0372
Si	6.5143	-5.346	22.8978	0.0072	-0.0049	-0.0366
Si	-2.1009	5.3754	30.2475	-0.0093	0.0022	-0.033
Si	4.9807	-1.626	23.7289	0.0052	0.0035	-0.0376
Si	-2.0975	0.7126	24.7358	-0.0003	0.0019	-0.0413
Si	6.0625	2.9745	27.3538	-0.0022	0.0036	-0.0367
Si	1.573	7.4556	27.2497	0.0018	-0.0039	-0.0377
Si	3.045	3.0625	19.994	-0.0105	0.0046	-0.0442
Si	15.1759	2.9656	25.1085	0.0054	0.0033	-0.0319
O	-1.2694	1.3706	-0.591	0.002	-0.0048	0.0175
O	0.0644	-0.9248	30.4603	-0.0149	0.0132	0.026
O	-2.1072	-8.55	24.7921	0.0005	0.0063	0.0192
O	2.2143	1.9882	29.9679	-0.0033	0.0241	0.0369
O	-4.7902	3.5195	28.8606	0.0042	0.0053	0.0203
O	-0.4769	5.4102	30.2829	0.0094	-0.0019	0.0196
O	-1.4521	2.6116	27.326	0.0082	-0.0044	0.0171
O	4.0372	6.734	-0.4235	-0.0022	0.0014	0.019
O	6.0602	0.1519	29.8382	-0.008	-0.0039	0.0438
O	6.996	-1.7861	-0.6186	-0.0003	0.0009	0.0177
O	8.351	3.8391	30.7362	0.0004	-0.0135	0.0178
O	13.3553	1.4121	27.3797	-0.0029	-0.0043	0.0254
O	1.7295	9.8539	20.1904	0.002	0.0036	0.0138
O	6.029	5.3694	30.6225	-0.0085	0.0049	0.0359
O	8.4771	6.7793	-0.7769	0.0036	0.0034	0.0222
O	0.2809	5.6881	15.0291	0.0039	-0.0043	0.0221
O	1.7129	1.3407	17.1104	0.0004	-0.0021	0.0202
O	3.9342	2.0958	16.0125	-0.0092	0.0071	0.0262
O	2.4033	8.4123	15.1944	0	0.0003	0.0133
O	4.4072	6.967	15.9303	0.006	0.0014	0.0274
O	6.5346	-8.3315	19.9019	-0.0014	-0.003	0.0241
O	6.5533	5.543	15.8074	-0.0053	0.0085	0.0176
O	6.1518	5.0211	19.2607	0.0008	-0.0067	0.0195
O	11.2789	3.0887	18.4956	0.0012	-0.0001	0.0194
O	5.4575	10.8582	15.2738	0.0001	0.0034	0.0128
O	6.7233	8.3626	15.7235	0.0012	-0.0052	0.0244
O	9.836	7.6903	16.1861	0.0001	0.0124	0.0326
N	-1.072	1.7081	16.6908	0.003	0.0088	0.0358
O	-10.7512	0.5842	19.0228	0.0041	-0.0047	0.0283
O	5.2494	-3.5027	20.3009	0.0072	0.0085	0.0264
O	-3.2943	-2.2903	20.2346	-0.0083	-0.0018	0.0177
O	1.8102	-3.6416	20.0794	0.0015	0.0039	0.0144
O	-0.5625	8.4623	20.2438	-0.0043	0.0031	0.018
O	3.3944	3.0339	18.392	0.0056	0.0027	0.0351
O	1.0714	5.6596	18.2541	0.0054	0.0074	0.021
N	1.75	3.8873	16.3191	0.0011	-0.0031	0.0377
O	7.1393	6.6304	21.8754	-0.001	-0.0031	0.0194
O	-2.7992	3.293	15.3385	0.0072	-0.0038	0.0241
O	0.7474	8.6305	17.9902	0.005	-0.0032	0.0299
O	6.0536	7.135	17.8665	-0.0031	-0.0055	0.0332
O	-1.7247	9.4455	18.1407	-0.0085	0.0009	0.0325
N	0.0327	-0.6973	15.7889	-0.0044	-0.0052	0.0319
O	8.5465	4.2113	20.2029	0.0013	-0.0004	0.0281
N	6.7445	3.9741	22.1723	0.0002	0.0068	0.025
O	9.3905	4.4321	22.7695	0.0049	0.0093	0.0227
O	-3.1151	3.3557	17.8357	-0.012	0.0046	0.0316
O	-0.9675	4.4671	16.8899	-0.0012	0.0021	0.0169
O	2.2819	4.4892	20.2716	0.0035	-0.0024	0.0175
O	3.7312	6.0122	18.7227	-0.0002	0.0018	0.0125
O	-6.167	8.1971	27.5025	0.0013	-0.0017	0.0141
O	-1.9337	10.6383	20.7206	-0.0032	0.0104	0.0217
O	-8.598	1.6591	20.2607	-0.0008	-0.0007	0.0162
O	0.647	-4.231	26.1891	0.0041	0.0016	0.0196
O	2.4098	-2.4241	26.2819	-0.0028	-0.0013	0.0227
O	-4.2501	-1.0682	27.4713	0.0057	0.0052	0.0186
O	2.1399	8.2711	30.5366	0.003	-0.0054	0.0328
O	4.2814	3.0717	21.047	0.0124	-0.0007	0.02
O	1.9006	-0.2239	25.2182	0.004	0.0063	0.0125
O	7.2164	3.7008	26.4845	-0.0034	-0.0024	0.0177
O	3.62	4.1513	24.3065	0.0015	-0.0037	0.0125
O	-7.4466	8.7662	23.8444	-0.0035	-0.001	0.0174
O	6.3093	1.4033	27.4723	0.0001	-0.0059	0.0187
O	5.337	5.8237	28.0878	0.0068	-0.0073	0.02
O	0.1553	0.9272	28.3815	0.0079	-0.0043	0.0165
O	0.7391	-2.5937	28.3743	0.0002	0.0092	0.0256
O	-5.2231	13.3022	24.431	-0.0048	0.0017	0.0199
O	-3.6527	0.3169	24.4694	0.0024	0.0009	0.0163
O	-2.9684	5.5012	28.8734	0.0037	0.0038	0.0182
O	7.5605	5.6709	24.1534	0.0046	0.0026	0.0194
O	-1.3837	-6.2435	25.5266	0.0016	-0.0044	0.0187
O	-1.3568	0.1604	23.4142	-0.0035	-0.0014	0.0296
O	2.7307	-4.3631	27.9094	0.0002	0.0014	0.0187
O	4.9811	6.0018	23.2673	-0.0113	0.0063	0.0195
O	4.6567	3.3248	26.641	0.0048	0.0035	0.0206
O	-2.0015	2.1176	21.7635	-0.0003	0.0008	0.0171
O	4.8006	-0.027	23.7161	-0.0025	0.0009	0.0138
O	-6.6134	-0.279	26.4655	0.0017	0.0009	0.0139
O	13.0696	-4.6602	24.0162	-0.0013	0.0013	0.0112
O	4.2332	-4.613	25.7444	-0.0004	0.0039	0.0263
O	0.8731	8.4511	24.189	0.0043	0.0016	0.0133
O	3.2345	12.6789	25.0139	-0.0051	-0.0007	0.0177
O	9.4365	0.2485	26.1657	0.0038	-0.0014	0.0244
O	5.7174	-2.0418	25.1228	0.002	0.001	0.0233
O	23.9756	10.393	29.0914	-0.0019	-0.0032	0.0244
O	5.8131	8.8292	22.4046	-0.0098	0.0097	0.0262
O	8.4636	0.4451	28.6148	-0.0022	0.0022	0.0182
O	-4.7368	1.3648	22.1219	-0.0003	-0.0088	0.0249
O	-10.5631	0.7561	21.619	-0.0082	0.0008	0.0235
O	-0.6124	6.4575	23.9016	0.0051	0.0048	0.0139
O	1.4055	4.0407	31.2611	0.0265	0.0164	0.0322

Results
free energy: -136301.667 eV
free energy less fixed offsets of N -386.36, O -570.45, Si -639.56 eV per atom: 3.513 eV

The program warned: the cutoff lies below the one the program advises for these potential files; the forces do not sum to zero within the program's tolerance; empty levels may hold ghost states of the PAW files; the exchange-correlation potential is rough where the density is thin.
